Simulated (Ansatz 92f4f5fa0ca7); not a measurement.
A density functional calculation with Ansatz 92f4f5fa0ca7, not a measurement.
Periodic cell of 253 atoms, Si144O109, from a study of silicon, its oxide and their interface. The atomic structure is a simulated model.
Doubt: the cutoff is far below the 930 eV that the study's wrapper takes by default for these files, so forces and energies are approximate.

Settings: functional PBE; potential files Ansatz PAW; basis plane waves; wave-function cutoff 580 eV; density cutoff ratio 5; exchange-correlation grid ratio 1; k mesh 1 x 1 x 1, Gamma-centred; self-consistency stop 5e-08 eV per atom in the density residual; occupations fixed; spin none; net charge 0.

Cell vectors (angstrom)
a 10.938 0 0
b 0 10.938 0
c 0.7363 3.1487 36.9512

Atoms and the computed forces on them: element, x, y, z (angstrom), force x, y, z (eV/angstrom)
Si 4.479 2.792 31.0769 0.1262 0.1343 -0.0593
Si 5.2225 9.135 30.7739 0.0431 -0.1133 0.0554
Si 6.9262 10.8457 31.0424 -0.0011 0.0396 -0.1296
Si 8.0594 6.2502 30.9334 -0.08 0.0244 0.0208
Si -1.2821 8.0751 30.803 0.1181 -0.0494 0.0755
Si 2.796 11.9963 30.9263 0.0693 0.1086 -0.0685
Si 10.9078 14.4273 30.8077 -0.0043 0.3089 -0.112
Si 1.6199 5.4164 30.8179 -0.0384 -0.3085 -0.05
Si 3.5463 10.0949 32.1411 -0.0042 -0.138 0.0051
Si 6.1442 12.6671 32.3141 0.0432 -0.0155 0.0621
Si 3.3676 4.5191 32.1949 -0.0224 0.1247 0.0774
Si 6.22 7.3067 32.0624 0.0069 0.0828 -0.1593
Si 8.8387 9.902 32.1029 -0.018 0.0346 0.0145
Si 11.8526 12.782 32.1636 -0.0285 -0.1428 0.1699
Si 9.0669 15.4051 32.0867 0.1726 -0.0226 0.0134
Si 0.6212 7.181 32.0281 -0.1533 0.1994 0.0033
Si 2.0627 8.629 33.3683 0.0398 0.0143 -0.153
Si 4.8136 11.3364 33.6885 -0.0328 -0.0333 0.1113
Si 2.1165 3.1773 33.663 -0.0279 -0.04 0.0701
Si 4.823 5.9312 33.4315 -0.0103 -0.07 -0.049
Si 7.543 8.5983 33.5696 -0.1 0.003 0.0825
Si 10.3274 11.3272 33.3897 0.0549 0.0666 -0.1312
Si 7.6305 14.0795 33.4702 -0.0189 -0.0129 -0.0067
Si 10.3072 5.8681 33.5552 -0.0078 -0.0676 -0.0031
Si 3.4455 7.2819 34.8317 0.0265 -0.0226 -0.065
Si 6.2149 9.9645 34.9551 -0.0103 0.0185 -0.0235
Si 3.4631 1.7916 34.9753 -0.0045 -0.0406 0.0099
Si 6.2108 4.5315 34.8324 0.0047 -0.003 -0.0495
Si 8.9385 7.2407 34.9118 -0.0857 -0.0294 -0.0616
Si 0.7321 9.9772 34.8319 -0.0011 -0.004 -0.0688
Si 8.9741 12.6908 34.8448 -0.0024 0.0619 -0.0115
Si 0.7178 15.4735 34.9518 0.0663 0.0252 -0.0578
Si 4.8381 8.6177 36.2652 -0.2544 -0.1761 0.0293
Si 7.5726 11.3522 36.2652 0.2774 0.0766 -0.0578
Si 4.8381 3.1487 36.2652 0.3155 0.2802 0.0586
Si 7.5726 5.8832 36.2652 -0.1284 -0.1113 -0.0523
Si -0.6309 8.6177 36.2652 0.0901 0.0787 -0.1626
Si 2.1036 11.3522 36.2652 -0.3004 -0.1872 0.0678
Si -0.6309 14.0867 36.2652 -0.1569 -0.2186 0.0093
Si 2.1036 5.8832 36.2652 0.1567 0.2859 -0.0545
Si 2.7345 6.8362 0.6813 0.0504 -0.1657 0.0102
Si 5.469 9.5708 0.6813 0.1881 -0.0002 -0.0126
Si 2.7345 1.3673 0.6813 0.0579 0.1772 -0.0175
Si 5.469 4.1018 0.6813 -0.2026 0.0037 0.0023
Si 8.2035 6.8362 0.6813 -0.0934 0.195 -0.0101
Si 0 9.5708 0.6813 -0.1393 -0.0163 0.0038
Si 8.2035 1.3673 0.6813 -0.0298 -0.1891 -0.0151
Si 0 4.1018 0.6813 0.1706 -0.0368 -0.0128
Si 1.3673 5.469 2.0485 0.1479 -0.2449 0.0659
Si 4.1018 8.2035 2.0485 0.2481 -0.1664 -0.0619
Si 1.3673 0 2.0485 -0.2052 0.159 -0.0734
Si 4.1018 2.7345 2.0485 -0.2749 0.1482 -0.0123
Si 6.8362 5.469 2.0485 -0.2524 0.3296 -0.1896
Si 9.5708 8.2035 2.0485 -0.1538 0.188 0.0049
Si 6.8362 10.938 2.0485 0.2455 -0.1462 0.0677
Si 9.5708 2.7345 2.0485 0.2911 -0.2568 -0.0958
Si 2.7052 4.0703 3.4835 0.0089 0.0331 0.0484
Si 5.4723 6.8378 3.4725 -0.0027 -0.03 0.0153
Si 2.729 9.5647 3.3556 0.0757 0.0272 0.0585
Si 5.4696 1.3754 3.3577 -0.0505 -0.0119 -0.0235
Si 8.2147 4.118 3.3304 -0.0135 -0.1013 0.057
Si -0.0072 6.8288 3.3649 -0.0485 0.0864 0.058
Si 8.2371 9.5941 3.4786 -0.003 -0.0313 0.0325
Si 0.0117 1.3675 3.479 0.0076 -0.0201 0.0687
Si 4.0773 5.452 4.8544 0.0697 0.0774 0.0394
Si 6.8765 8.2111 4.8565 -0.0189 -0.0656 0.0822
Si 4.084 10.9545 4.6759 0.0488 0.0657 -0.0084
Si 6.8456 2.7706 4.6382 -0.007 -0.0534 -0.1154
Si -1.3646 5.4392 4.6876 0.0174 0.038 0.1366
Si 1.3662 8.1933 4.6837 -0.0247 0.0131 -0.0086
Si 9.6198 10.9487 4.9238 0.0017 -0.0635 0.1027
Si 1.3399 2.7061 4.9491 -0.0144 0.0233 0.1658
Si 2.6419 6.8525 6.136 -0.215 -0.1563 -0.1713
Si 5.4239 9.636 6.0838 0.0284 0.055 0.017
Si 2.8217 1.2762 6.2372 0.0041 -0.0338 0.0641
Si 5.5402 4.0592 6.1042 -0.0773 -0.098 -0.0831
Si -2.6539 6.7597 6.1588 0.1015 0.1153 -0.0025
Si 0.1642 9.5074 6.2269 0.0564 0.1044 0.0043
Si 8.131 1.4846 6.1036 0.03 0.0017 0.0037
Si -0.1524 4.1313 6.2427 -0.0165 -0.1657 -0.1953
Si 0.898 5.8545 7.4773 0.0789 0.1118 0.0712
Si 3.7026 8.5779 7.2957 0.0357 -0.122 0.1364
Si 1.9768 -0.5456 7.5827 -0.0752 0.0379 -0.0873
Si 7.1677 5.112 7.4429 -0.1939 0.2202 0.231
Si -0.7314 7.5992 7.3038 -0.0639 -0.1187 -0.0041
Si 6.356 11.4524 7.2854 0.4051 -0.3126 0.0045
Si -2.0399 3.2635 7.5025 0.1958 -0.1156 0.0257
Si 4.6966 2.2498 7.3764 -0.3792 0.3667 0.0668
Si 7.6598 5.9001 28.6349 0.2768 0.0712 0.2679
Si -0.1116 3.741 16.8699 0.0141 -0.018 -0.1678
Si 1.8584 3.4879 21.61 0.0944 0.0428 0.2499
Si 5.3926 8.8138 25.6578 0.0206 0.1822 -0.1682
Si 0.2471 6.8273 26.6064 -0.0506 -0.0006 0.2267
Si -0.2008 13.2319 28.6984 0.1435 0.1302 0.4864
Si 5.0408 4.3379 28.3762 -0.0516 -0.0652 0.126
Si 8.7101 10.7583 14.5345 -0.3793 -0.5068 -0.2416
Si 4.3452 8.0502 11.8792 -0.0826 0.0551 0.1373
Si 5.6719 6.5083 23.7843 -0.1154 0.0606 0.1235
Si 3.3489 4.4944 24.1246 0.0265 -0.047 0.1336
Si -0.9571 8.1007 9.5388 -0.0375 -0.2347 -0.367
Si -0.5942 1.6157 14.4966 0.2589 0.139 -0.0363
Si 1.4385 9.0803 11.418 -0.0943 -0.0345 -0.1418
Si 4.0864 8.9581 28.5809 0.0437 -0.0121 0.3763
Si 6.6312 13.7426 20.2276 0.0288 -0.0546 0.1623
Si 4.5675 1.9949 12.7236 0.1177 -0.1356 -0.0816
Si 4.1301 9.9056 16.1201 0.0031 -0.1246 -0.1555
Si 4.5918 7.2342 14.5963 -0.0958 -0.0182 -0.2918
Si 6.9893 5.9594 15.609 -0.0553 0.0218 -0.2033
Si 8.164 11.4106 28.2687 -0.0552 -0.0505 0.0961
Si 0.0899 7.8791 18.9502 -0.0079 -0.0209 -0.0298
Si 9.3485 13.4897 19.2962 0.0113 -0.0013 0.1191
Si -0.99 6.0801 11.608 0.0547 0.0713 -0.1555
Si 1.3282 0.5572 9.6416 -0.0258 -0.0251 -0.3471
Si -0.2599 5.9138 21.4967 0.0396 -0.0004 0.2306
Si 9.2385 8.4191 28.456 0.1872 -0.1919 0.2894
Si -0.9877 6.7161 16.2835 -0.0024 0.0632 -0.162
Si 4.4587 5.7912 17.0957 -0.013 0.1533 -0.2558
Si 7.5378 9.7522 9.6132 0.2107 0.1066 -0.0839
Si 2.9155 3.0984 16.9346 -0.0179 -0.0951 -0.1662
Si -0.3462 8.2445 13.7883 0.0565 -0.1731 -0.2449
Si 5.7056 7.21 9.3129 0.0573 -0.0416 0.0148
Si 6.3545 10.4837 12.3602 -0.2108 0.0455 0.0424
Si 4.156 13.3941 26.3401 -0.0184 -0.2731 -0.0266
Si 2.4984 11.7254 28.5957 0.0451 0.0311 0.2562
Si 8.6056 13.4863 24.2926 -0.2086 -0.0818 0.0643
Si 4.1511 10.0533 20.6504 0.0013 -0.035 0.255
Si 7.7907 4.8609 22.2778 -0.0265 -0.0539 0.2351
Si 2.456 1.0604 14.6749 0.1381 -0.0029 -0.1075
Si 6.8039 2.9669 14.552 -0.2431 0.1044 -0.1765
Si 3.3762 3.0364 10.0999 -0.1147 -0.0747 -0.0876
Si -1.0275 2.5061 9.5127 -0.1121 0.1113 -0.3935
Si 6.5283 11.6201 25.5781 -0.1636 0.0116 -0.0565
Si 1.3313 6.9686 23.891 0.1483 0.009 0.1878
Si 3.7225 8.6646 23.2458 0.0191 -0.0338 0.1874
Si 6.9401 10.8938 19.7926 -0.0335 -0.0005 0.1039
Si 9.0161 3.1403 12.3092 0.0741 0.2001 -0.2855
Si 9.6511 4.2285 26.7851 0.0289 0.028 0.1649
Si 6.859 0.51 16.612 -0.0138 -0.0935 -0.2119
Si 3.1626 8.105 18.5616 0.093 0.0162 -0.0557
Si 9.8248 10.6175 19.9121 -0.0323 -0.0541 0.0817
Si -0.4878 12.622 21.9857 -0.0276 0.0732 0.264
Si 2.4966 6.1249 28.7154 -0.2718 -0.1424 0.4274
Si 1.0709 4.9623 9.7538 -0.01 0.0122 -0.3201
Si 3.6578 13.0025 19.5566 -0.0357 -0.0131 0.0257
O 3.053 3.8504 22.6596 -0.0542 -0.0451 -0.1748
O 6.4432 10.0162 25.2804 0.0101 -0.0962 0.0294
O 2.9762 10.1699 28.3109 0.208 -0.1694 -0.1525
O 7.117 11.4051 29.4945 -0.0671 -0.049 0.0429
O 0.9686 8.7855 12.9628 -0.0168 0.0412 0.0592
O 4.3461 7.6448 8.5267 -0.0437 0.1017 0.0318
O 9.7434 11.9336 18.9166 -0.0233 0.0332 -0.0441
O 7.1932 4.4273 15.1269 0.0355 -0.0672 0.0547
O 8.9307 2.4187 10.8367 0.0159 -0.085 0.229
O 5.5863 0.9376 12.0183 0.0075 0.006 0.0466
O 6.7942 8.4046 9.0992 -0.046 -0.0041 -0.082
O 3.9717 9.9397 22.271 0.0162 0.0594 -0.1697
O 9.2709 12.5443 28.5995 -0.0426 -0.0401 -0.0651
O 1.479 3.7945 17.1625 -0.0328 0.0448 0.0464
O 6.0873 5.9629 16.9815 -0.0385 -0.039 0.1891
O 7.3508 10.0677 11.1761 0.113 -0.032 -0.0304
O 6.0828 5.5823 28.3919 -0.1463 -0.0304 -0.12
O 7.7318 2.7493 13.2216 0.0115 -0.0796 0.0793
O 6.1433 6.7395 14.447 0.0549 -0.0212 0.158
O 0.5481 5.7656 11.0977 0.051 -0.087 0.1803
O 5.2095 3.3867 29.6866 -0.0667 -0.1128 0.0209
O 1.408 6.1508 27.515 0.0088 0.0963 -0.185
O 3.5935 11.5212 20.2246 -0.0016 0.053 -0.0393
O 6.9053 12.2112 20.7939 -0.0133 0.0199 -0.0209
O 8.8686 9.9546 28.0779 -0.0738 0.1208 -0.1023
O 7.2861 10.7481 13.6706 0.2296 0.038 0.1047
O 3.2247 12.7346 27.516 -0.0468 -0.0335 -0.0852
O 3.733 9.2241 17.531 -0.0257 -0.0172 0.1171
O 4.4766 2.863 8.9196 0.2198 -0.101 -0.097
O 2.8362 10.683 15.5428 -0.0281 0.0173 0.0489
O 6.8866 11.4262 18.2415 -0.0264 0.0372 0.008
O 5.2523 3.4453 27.0324 0.1069 0.1118 0.0524
O 8.1267 10.5415 16.0746 -0.0041 0.066 0.0965
O -1.3957 9.4576 14.002 -0.0552 0.2292 0.0782
O -0.5171 11.1071 21.366 -0.0094 -0.0354 -0.0841
O -0.6458 2.5883 13.1643 0.0769 -0.0237 0.0355
O 3.5437 4.9532 28.3081 0.0723 -0.0181 -0.1028
O 4.7468 7.456 22.826 -0.0199 0.0093 -0.0885
O 6.3848 5.812 8.7875 0.0614 -0.0845 -0.1284
O 3.2409 12.8336 17.9896 -0.0003 0.0203 0.0692
O -0.4503 7.9749 27.516 -0.0007 -0.0381 -0.1262
O -0.0897 6.9787 20.288 -0.0089 0.054 -0.0764
O 10.0309 7.341 17.7817 -0.0329 0.0218 0.0849
O -0.0639 3.4728 27.5698 0.0005 -0.0305 -0.1483
O 3.2956 1.1371 13.282 -0.0841 0.0009 0.0808
O 9.6986 13.618 20.9042 -0.0066 0.0131 -0.1463
O 8.1748 3.8769 23.4961 0.0083 0.0273 -0.0945
O 5.0567 8.8198 27.2556 -0.0755 -0.0264 0.0458
O 9.7533 12.6877 23.4562 0.1082 -0.0252 -0.1821
O 2.2259 5.6626 24.3366 -0.0402 0.0213 -0.0339
O 1.5929 7.7796 18.3453 -0.0284 -0.0299 -0.0012
O 2.5617 13.9984 20.2186 0.0246 -0.0309 -0.1229
O 5.6998 9.9174 20.1602 0.0543 -0.0039 -0.0571
O 4.9992 12.2039 25.6061 0.0149 0.018 -0.0033
O 3.8883 7.1164 13.139 0.068 0.013 0.0648
O 7.0008 6.1206 22.9465 0.0992 -0.0008 -0.1141
O 8.5173 4.7105 27.8714 -0.133 0.0968 0.0273
O 9.2138 6.8738 10.3608 -0.0288 0.049 0.1216
O -0.0446 7.5938 15.2573 -0.0294 -0.0101 0.1497
O 7.9713 7.4237 28.0582 -0.0241 -0.1054 -0.1426
O -1.0074 7.0575 12.8946 -0.0334 0.0279 0.1202
O 4.083 3.0203 11.5646 -0.0582 0.1069 -0.0264
O 0.8474 4.727 21.3073 -0.0458 -0.0135 -0.0799
O 7.7896 13.9513 19.0874 0.0521 0.015 -0.0694
O 2.3018 1.8342 9.8997 0.1352 -0.0333 0.0922
O -0.5197 5.1666 16.2279 0.0374 -0.025 0.0327
O 5.2872 2.8107 13.9529 0.05 0.0443 0.0999
O 9.1045 3.111 25.7356 0.0213 0.1116 0.0139
O 7.3035 11.8378 26.977 0.0768 0.0503 0.0744
O 9.1395 9.497 9.4675 -0.2179 0.257 0.1794
O 0.8761 12.0008 28.4331 -0.0603 0.1788 -0.1412
O 3.2691 3.3079 25.2555 -0.0539 0.0919 -0.0201
O 10.2108 5.6038 26.105 0.0088 -0.0143 -0.1296
O 7.0126 0.0881 8.7643 -0.1329 0.0998 0.012
O 4.0723 4.2198 17.1671 -0.013 -0.0741 0.0724
O 0.113 3.6434 9.7613 -0.0956 0.0937 0.0256
O 0.0673 6.5942 22.9458 -0.0715 -0.0295 -0.1257
O 3.954 6.6802 18.3674 -0.0075 -0.0047 0.0725
O 7.0421 1.9457 15.8146 0.0071 0.0063 0.1626
O -0.5994 2.5473 15.861 -0.0182 -0.0128 0.05
O 5.1142 13.7318 19.6584 0.0037 0.0348 -0.0333
O -0.1903 9.4485 19.2938 0.0058 0.0353 -0.0043
O 9.1224 5.4179 21.5229 0.0702 0.0278 -0.1275
O 3.2365 7.5761 28.8306 0.0281 0.1544 -0.1034
O 3.3504 8.7677 20.0401 -0.0194 -0.0353 -0.0635
O 6.785 4.0211 21.299 -0.0559 -0.0783 -0.1485
O 9.1295 4.7442 12.0333 -0.0457 -0.0284 0.0758
O 2.8555 2.4303 15.4598 -0.003 0.1187 0.1095
O 7.3735 12.4267 24.4476 0.0929 0.0948 -0.0495
O -0.2004 1.0958 9.3246 -0.0398 -0.0038 0.0835
O 4.5884 8.7704 15.0772 0.0457 0.0775 0.1165
O 0.4619 8.3721 10.3109 0.1093 0.0603 0.0468
O 4.0104 9.0801 24.8054 -0.0254 -0.0677 -0.0359
O 5.2225 9.3087 12.4517 0.0533 -0.0153 0.0181
O 5.2612 7.1403 10.8853 0.0596 -0.1197 -0.1717
O 10.166 3.5543 18.3402 0.0215 0.0344 0.0698
O 8.3 10.0431 20.0739 0.0046 0.0084 -0.009
O 6.0263 7.3833 25.1406 -0.0249 -0.077 0.026
O 2.6196 4.4816 9.9623 0.1034 0.0122 0.0545
O 3.7838 6.3364 15.6921 0.0222 -0.0562 0.1855
O 2.9696 8.5777 11.1774 0.0371 -0.0239 -0.0375
O 8.3859 6.7444 15.818 0.0571 0.0166 0.0897
O 4.8472 5.1481 24.1835 0.0112 0.0171 -0.023
O 0.7926 7.5986 25.2901 -0.0065 0.0055 -0.0776
O 1.3602 10.6675 11.057 -0.0213 0.0121 0.1341
O 1.0364 13.1468 22.2022 0.0022 -0.022 -0.063
O 5.3697 10.9356 16.2289 0.0852 0.0349 0.0711
O 2.1993 8.1105 23.1186 -0.0343 -0.0192 -0.0584
O 0.8694 0.8926 14.3933 -0.1424 0.0268 0.0663

Results
free energy: -153540.259 eV
free energy less fixed offsets of O -568.88, Si -635.61 eV per atom: -4.499 eV

The program warned: the cutoff lies below the one the program advises for these potential files; the exchange-correlation potential is rough where the density is thin.
